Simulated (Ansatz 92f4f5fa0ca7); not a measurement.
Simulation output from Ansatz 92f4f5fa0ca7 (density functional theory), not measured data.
Periodic cell of 455 atoms, Si304O151, from a study of silicon, its oxide and their interface. The atomic structure is a simulated model.
Doubt: the cutoff is far below the 930 eV that the study's wrapper takes by default for these files, so forces and energies are approximate.
This geometry differs little from another in the collection (a relaxation step or a small displacement).

Settings: functional PBE; potential files Ansatz PAW; basis plane waves; wave-function cutoff 580 eV; density cutoff ratio 5; exchange-correlation grid ratio 1; k mesh 1 x 1 x 1, Gamma-centred; self-consistency stop 5e-08 eV per atom in the density residual; occupations fixed; spin none; net charge 0.

Cell vectors (angstrom)
a 15.4691 0 0
b 0 15.4691 0
c 4.64 -6.0806 34.0985

Atoms and the computed forces on them: element, x, y, z (angstrom), force x, y, z (eV/angstrom)
Si 12.964 -6.072 23.881 0.007 -0.008 0.022
Si 13.202 -10.138 23.962 0.04 0.021 -0.077
Si 5.231 -6.454 23.429 0.033 0.065 0.102
Si 5.183 -2.058 23.949 0.059 0.022 -0.008
Si 4.899 -13.736 23.842 0.069 0.028 0.181
Si 5.172 -9.974 24.05 0.095 0.044 0.155
Si 8.345 -6.098 23.911 -0.04 -0.038 0.094
Si 7.637 -2.2 23.9 -0.024 -0.025 -0.005
Si 8.091 -13.852 23.858 -0.074 -0.08 0.151
Si 8.299 -9.934 24.099 -0.128 0.047 0.177
Si 12.725 -2.253 23.945 0.125 -0.007 -0.024
Si 12.995 -13.724 24.153 0.015 -0.002 -0.021
Si 0.014 -6.132 23.779 -0.026 -0.018 0.018
Si 0.401 -2.247 23.868 -0.111 0 0.095
Si -0.045 -13.874 23.983 -0.015 -0.014 0.017
Si 0.193 -9.973 23.896 -0.023 0.002 0.006
Si 4.613 -3.963 25.174 -0.008 -0.168 -0.089
Si 4.628 -0.177 25.214 -0.043 -0.009 -0.052
Si 4.694 -11.894 25.279 0.073 -0.049 -0.028
Si 4.777 -7.991 25.186 0.05 -0.047 0.029
Si 8.396 -4.098 25.154 -0.03 0.006 -0.028
Si 8.386 -0.323 25.169 -0.063 0.039 -0.015
Si 8.551 -11.958 25.248 -0.035 0.047 -0.059
Si 8.555 -7.97 25.339 -0.06 -0.031 -0.014
Si 12.424 -4.194 25.254 0.056 -0.016 -0.035
Si 12.374 -0.278 25.205 0.012 0.006 -0.01
Si 12.553 -11.846 25.463 -0.019 -0.026 -0.014
Si 12.484 -8.097 25.05 -0.019 -0.004 0.007
Si 0.67 -4.24 25.123 -0.03 0.074 -0.021
Si 0.667 -0.299 25.208 -0.029 -0.062 -0.093
Si 0.712 -11.93 25.16 0 0.064 -0.019
Si 0.685 -8.004 25.115 0.033 -0.063 -0.051
Si 2.641 -4.128 26.478 0.027 -0.019 -0.002
Si 2.652 -0.251 26.512 0.011 0.023 0.017
Si 2.685 -11.879 26.509 0.006 -0.018 -0.021
Si 2.716 -7.97 26.413 0.007 0.037 0.006
Si 6.52 -4.173 26.597 -0.008 0.028 -0.019
Si 6.522 -0.23 26.64 0.082 -0.009 -0.083
Si 6.628 -11.922 26.667 -0.043 0.033 -0.169
Si 6.612 -7.974 26.69 0.01 -0.009 -0.199
Si 10.398 -4.137 26.489 -0.028 -0.01 0.027
Si 10.383 -0.297 26.494 0.011 -0.017 0.023
Si 10.486 -11.897 26.598 0.006 -0.023 0.004
Si 10.564 -8.037 26.524 -0.02 0.024 -0.025
Si 14.316 -4.161 26.653 0.004 0.033 -0.105
Si 14.268 -0.326 26.654 -0.008 -0.006 -0.053
Si 14.446 -11.876 26.782 -0.004 -0.022 -0.076
Si 14.314 -8.047 26.592 -0.034 0.039 -0.01
Si 2.707 -6.067 27.865 0.008 -0.028 0.008
Si 2.656 -2.2 27.885 -0.006 -0.002 0.017
Si 2.7 1.668 27.912 0.009 0.007 0.016
Si 2.705 -9.909 27.851 -0.003 0.015 -0.003
Si 6.573 -6.057 28.014 -0.014 0.034 0.059
Si 6.527 -2.209 27.935 0.029 -0.027 0.043
Si 6.588 1.652 28.026 -0.019 -0.014 0.072
Si 6.589 -9.952 27.973 0.017 0.014 0.058
Si 10.461 -6.079 27.882 0.006 -0.005 0.023
Si 10.418 -2.222 27.898 -0.001 0.022 -0.02
Si 10.447 1.619 27.923 0.002 -0.004 -0.001
Si 10.466 -9.946 27.938 0.006 0.018 -0.01
Si 14.311 -6.107 27.96 -0.02 -0.048 0.055
Si 14.284 -2.238 28.007 0.024 -0.005 0.025
Si 14.339 1.611 28.011 -0.02 -0.014 0.074
Si 14.346 -9.917 28.026 0.025 0.023 0.071
Si 4.613 -6.079 29.31 -0.019 0.017 0.001
Si 4.597 -2.215 29.291 -0.014 -0.004 0.028
Si 4.623 1.656 29.318 -0.016 -0.009 0.009
Si 4.625 -9.946 29.287 -0.019 -0.011 0.014
Si 8.54 -6.083 29.308 0.009 0.013 0
Si 8.485 -2.215 29.289 -0.007 0.015 0.017
Si 8.534 1.651 29.33 0.035 -0.01 0.019
Si 8.53 -9.942 29.315 -0.013 -0.002 0.018
Si 12.369 -6.074 29.305 -0.008 0.005 -0.006
Si 12.334 -2.218 29.314 -0.025 -0.008 0.024
Si 12.373 1.642 29.315 -0.006 0.009 0.01
Si 12.383 -9.95 29.326 -0.025 -0.003 0.025
Si 0.79 -6.089 29.296 0.029 0.018 -0.015
Si 0.768 -2.21 29.319 0.007 0.01 0.018
Si 0.8 1.643 29.333 0.03 -0.001 0.01
Si 0.822 -9.926 29.319 0.011 -0.016 0.024
Si 0 1.934 2.05 0.043 -0.014 0.026
Si 0 5.801 2.05 -0.012 -0.134 -0.019
Si 0 -5.801 2.05 0.018 0.126 -0.029
Si 0 -1.934 2.05 0.029 -0.016 0.001
Si 3.867 1.934 2.05 0.011 0.027 0.029
Si 3.867 5.801 2.05 0.023 -0.083 -0.007
Si 3.867 -5.801 2.05 -0.007 0.111 -0.009
Si 3.867 -1.934 2.05 0.01 0.029 0.028
Si 7.734 1.934 2.05 0.028 0.055 0.009
Si 7.734 5.801 2.05 0.034 -0.116 -0.01
Si 7.734 -5.801 2.05 -0.003 0.001 -0.039
Si 7.734 -1.934 2.05 0.015 0.016 0.001
Si -3.867 1.934 2.05 -0.042 0.096 -0.016
Si -3.867 5.801 2.05 -0.038 -0.066 -0.021
Si -3.867 -5.801 2.05 -0.057 0.02 -0.027
Si -3.867 -1.934 2.05 -0.058 -0.009 -0.001
Si -1.934 1.934 3.417 -0.051 -0.028 0.423
Si -1.934 5.801 3.417 0.147 -0.226 -0.202
Si -1.934 -5.801 3.417 0.084 0.343 -0.113
Si -1.934 -1.934 3.417 0.049 0.066 0.396
Si 1.934 1.934 3.417 -0.123 0.221 0.292
Si 1.934 5.801 3.417 -0.063 -0.181 0.194
Si 1.934 -5.801 3.417 -0.094 -0.102 -0.271
Si 1.934 -1.934 3.417 -0.177 -0.025 0.126
Si 5.801 1.934 3.417 -0.056 -0.07 0.211
Si 5.801 5.801 3.417 -0.179 -0.362 -0.259
Si 5.801 -5.801 3.417 0.06 0.356 -0.45
Si 5.801 -1.934 3.417 -0.017 -0.005 0.152
Si 9.668 1.934 3.417 0.121 0.303 -0.244
Si 9.668 5.801 3.417 0.051 -0.23 -0.374
Si 9.668 -5.801 3.417 0.052 0.188 -0.652
Si 9.668 -1.934 3.417 0.108 -0.081 -0.05
Si -1.962 0.003 4.856 -0.002 0.024 -0.007
Si -1.935 3.882 4.818 0.018 0.024 -0.01
Si -1.849 -7.733 4.708 0.033 0.009 -0.005
Si -1.937 -3.859 4.831 0.014 -0.006 -0.007
Si 1.884 0.007 4.787 -0.023 0.016 0.006
Si 1.898 3.874 4.865 0.001 -0.003 -0.019
Si 1.93 -7.733 4.769 -0.004 -0.019 -0.029
Si 1.933 -3.895 4.767 -0.012 -0.062 -0.015
Si 5.793 -0.007 4.818 0.007 0.01 -0.022
Si 5.744 3.859 4.812 -0.033 0.014 -0.004
Si 5.771 -7.73 4.681 -0.003 -0.021 -0.007
Si 5.844 -3.873 4.794 0.008 -0.036 -0.022
Si 9.696 0.025 4.734 0.009 0.024 0.004
Si 9.663 3.879 4.795 0.022 0.005 -0.036
Si 9.705 -7.727 4.684 0.012 -0.013 -0.011
Si 9.691 -3.89 4.763 -0.025 -0.017 -0.013
Si -0.018 0.093 6.241 0.026 -0.033 -0.021
Si -0.057 3.946 6.29 0.01 0.025 0.019
Si 0.011 -7.726 6.157 0.013 -0.008 0.005
Si 0.035 -3.931 6.177 -0.012 0.019 0.005
Si 3.8 -0.071 6.148 0 0.007 0.054
Si 3.825 3.787 6.27 0.006 0.034 -0.016
Si 3.891 -7.785 6.056 -0.011 0.008 0.034
Si 3.88 -4.027 6.086 0.001 0.017 0.027
Si 7.807 0.029 6.107 0.007 0.025 0.01
Si 7.706 3.892 6.12 0.008 -0.025 0.032
Si 7.729 -7.694 5.905 0.005 0.047 0.014
Si 7.798 -3.838 6.169 0.027 0.022 0.033
Si -3.946 0.053 6.226 0.022 0.068 -0.018
Si -3.874 3.946 6.18 0.001 -0.104 -0.078
Si -3.793 -7.675 5.942 -0.044 -0.059 -0.167
Si -3.903 -3.817 6.196 0.009 -0.016 -0.009
Si -0.143 2.049 7.715 -0.041 0.005 0.013
Si -0.042 5.924 7.69 0.021 -0.045 -0.019
Si 0.045 -5.865 7.626 0.004 0.017 0.045
Si 0.165 -1.952 7.451 0.036 -0.02 0.093
Si 3.711 1.782 7.634 0.013 0.002 -0.01
Si 3.869 5.83 7.512 0.037 -0.035 0.007
Si 3.952 -5.936 7.522 0.03 0.014 -0.019
Si 3.917 -2.112 7.383 -0.043 0.002 0.092
Si 7.716 1.967 7.482 -0.008 -0.016 0.063
Si 7.712 5.93 7.303 0.025 -0.031 0.025
Si 7.805 -5.874 7.371 -0.041 0.011 -0.008
Si 8.456 -1.876 7.367 0.034 -0.048 0.028
Si -4.003 2.047 7.572 -0.013 -0.05 0.08
Si -3.845 5.984 7.372 -0.004 0.056 0.194
Si -3.809 -5.863 7.386 0.025 0.12 0.104
Si -4.553 -1.89 7.465 -0.061 0.005 0.052
Si -2.065 6.591 8.835 -0.019 0.031 0.016
Si -1.977 -6.42 8.791 0.049 -0.012 0.039
Si 2.077 -2.272 8.846 0.047 0.074 0.023
Si 1.773 2.065 9.099 0.022 -0.116 0.132
Si 2.005 6.484 8.825 0 0.096 0
Si 2.04 -6.555 8.773 -0.036 -0.11 0.026
Si 5.774 1.587 8.743 -0.014 -0.07 0.031
Si 5.862 6.495 8.619 -0.127 -0.004 0.133
Si 5.965 -6.536 8.675 0.037 0.016 0.14
Si -2.185 1.768 9.034 0.007 0.016 -0.02
Si -5.837 6.604 8.461 0.014 -0.243 -0.124
Si -5.736 -6.51 8.563 -0.016 0.284 0.048
Si -5.925 2.264 8.974 0.014 -0.067 -0.139
Si -5.829 5.277 10.311 0.024 -0.084 0.138
Si -5.496 -5.143 10.447 0.063 0.074 0.019
Si 4.64 -8.014 30.68 -0.131 -0.024 -0.108
Si 4.64 -4.147 30.68 -0.196 0.03 -0.085
Si 4.64 -0.28 30.68 -0.162 -0.065 -0.072
Si 4.64 -11.881 30.68 -0.165 0.082 -0.073
Si 8.507 -8.014 30.68 0.082 0.053 0.022
Si 8.507 -4.147 30.68 0.111 0.014 -0.102
Si 8.507 -0.28 30.68 0.074 -0.121 -0.006
Si 8.507 -11.881 30.68 0.145 0.052 0.031
Si 12.374 -8.014 30.68 -0.104 0.084 -0.003
Si 12.374 -4.147 30.68 -0.096 -0.024 0.028
Si 12.374 -0.28 30.68 -0.079 -0.066 0.053
Si 12.374 -11.881 30.68 -0.045 -0.079 0.033
Si 0.773 -8.014 30.68 0.228 0.127 0.095
Si 0.773 -4.147 30.68 0.089 -0.091 -0.08
Si 0.773 -0.28 30.68 0.155 -0.075 0.166
Si 0.773 -11.881 30.68 0.143 0.075 -0.039
Si 6.574 -8.014 32.047 0.008 -0.003 -0.043
Si 6.574 -4.147 32.047 0.013 -0.005 -0.049
Si 6.574 -0.28 32.047 0.012 -0.019 -0.04
Si 6.574 -11.881 32.047 0.001 0.018 -0.026
Si 10.441 -8.014 32.047 -0.012 -0.009 0.019
Si 10.441 -4.147 32.047 0.002 0.025 0.023
Si 10.441 -0.28 32.047 -0.008 -0.031 0.024
Si 10.441 -11.881 32.047 -0.021 0.001 0.035
Si -1.161 -8.014 32.047 -0.002 0.006 -0.029
Si -1.161 -4.147 32.047 0 0.023 -0.022
Si -1.161 -0.28 32.047 0.007 -0.011 -0.012
Si -1.161 -11.881 32.047 -0.019 0.004 -0.014
Si 2.706 -8.014 32.047 -0.018 0.011 0.04
Si 2.706 -4.147 32.047 0.023 0.014 0.035
Si 2.706 -0.28 32.047 -0.004 -0.042 0.04
Si 2.706 -11.881 32.047 0 0.002 0.044
Si 6.574 -6.081 33.414 -0.023 -0.006 -0.001
Si 6.574 -2.213 33.414 -0.002 -0.038 0.003
Si 6.574 1.654 33.414 -0.016 0.014 0.01
Si 6.574 -9.948 33.414 -0.006 0.054 -0.001
Si 10.441 -6.081 33.414 -0.011 0.005 -0.007
Si 10.441 -2.213 33.414 0.031 -0.005 0.003
Si 10.441 1.654 33.414 0.003 -0.013 -0.004
Si 10.441 -9.948 33.414 0.024 0.035 0.009
Si -1.161 -6.081 33.414 -0.001 0.003 -0.003
Si -1.161 -2.213 33.414 0.015 -0.01 0.015
Si -1.161 1.654 33.414 0.009 -0.029 0.005
Si -1.161 -9.948 33.414 -0.01 0.017 0.013
Si 2.706 -6.081 33.414 0.016 -0.009 -0.012
Si 2.706 -2.213 33.414 -0.016 0.004 -0.007
Si 2.706 1.654 33.414 -0.002 -0.02 -0.013
Si 2.706 -9.948 33.414 -0.006 0.02 -0.008
Si 0 0 0.683 -0.015 0.012 0.016
Si 0 3.867 0.683 -0.014 0.021 -0.015
Si 0 7.734 0.683 -0.043 0.017 0.007
Si 0 -3.867 0.683 -0.013 -0.045 -0.022
Si 3.867 0 0.683 -0.016 -0.003 0.012
Si 3.867 3.867 0.683 -0.011 0.022 -0.016
Si 3.867 7.734 0.683 0.012 0.011 -0.001
Si 3.867 -3.867 0.683 -0.047 -0.05 -0.013
Si 7.734 0 0.683 -0.009 0.001 0.013
Si 7.734 3.867 0.683 -0.029 0.014 -0.01
Si 7.734 7.734 0.683 -0.024 0.041 -0.003
Si 7.734 -3.867 0.683 -0.023 -0.036 0.002
Si -3.867 0 0.683 0.05 0.003 0.014
Si -3.867 3.867 0.683 0.075 0.002 -0.015
Si -3.867 7.734 0.683 0.037 0.018 0
Si -3.867 -3.867 0.683 0.076 -0.029 -0.008
Si 0.854 -6.115 21.522 -0.038 -0.046 -0.009
Si 1.721 -3.03 21.132 0.039 0.045 -0.017
Si 0.419 -13.826 21.67 -0.046 0.003 -0.015
Si 1.265 -10.823 21.091 -0.04 0.01 -0.008
Si 3.725 -7.236 20.712 -0.021 -0.004 -0.024
Si 4.486 -1.965 21.663 -0.018 -0.012 0.02
Si 4.255 -10.212 21.101 -0.017 0.001 -0.062
Si 7.083 -11.418 20.001 -0.005 -0.005 -0.062
Si 11.259 -7.997 19.833 0.029 -0.007 -0.066
Si 7.367 -1.762 20.887 -0.015 0.015 -0.014
Si 8.281 -14.242 20.876 -0.001 0.001 -0.075
Si 9.722 -10.312 21.363 0.02 -0.01 -0.062
Si 11.281 -2.702 21.116 -0.005 -0.025 -0.047
Si 13.365 -13.909 19.895 0.02 -0.026 -0.041
Si 10.679 -5.673 21.7 0.002 -0.009 -0.008
Si 12.11 -12.02 21.748 0.046 0.034 -0.028
Si -1.529 -1.27 9.842 -0.074 -0.046 0.042
Si -1.774 -4.721 14.336 0.038 -0.01 0.059
Si 6.271 -1.505 9.312 0.004 -0.005 -0.025
Si -4.241 -2.27 9.801 -0.002 -0.008 0.051
Si 2.364 0.227 13.816 0.02 -0.01 0.066
Si 0.732 -7.939 14.415 0.01 0.014 0.061
Si 2.558 -4.084 16.509 0.001 -0.002 -0.02
Si 1.126 -4.787 13.779 0 -0.004 0.076
Si 2.39 -4.537 10.863 -0.027 0.027 0.058
Si 7.602 0.587 13.067 -0.021 -0.031 0.055
Si 4.59 -11.65 15.993 -0.024 -0.01 -0.012
Si 5.154 -3.273 11.7 -0.03 0.017 0.074
Si 11.498 -3.34 15.926 0.025 0.005 0.028
Si -5.378 0.127 11.321 -0.005 -0.074 0.02
Si 7.147 -5.457 11.484 -0.017 0.01 -0.011
Si 1.941 4.527 11.069 0.003 0.023 0.041
Si 3.436 -14.436 21.137 0.012 -0.011 0.01
Si -2.891 -9.244 11.067 -0.013 0.019 -0.005
Si 1.329 -15.24 16.754 0.002 -0.008 -0.033
Si 5.158 -1.2 13.861 -0.021 0.008 0.033
Si -0.475 5.182 12.75 0.016 -0.01 0.093
Si -3.253 2.156 11.926 0.011 -0.027 0.039
Si 9.211 -5.163 16.595 0.008 0.009 0.01
Si 0.54 -2.458 18.279 -0.012 -0.002 -0.043
Si 6.248 -5.886 15.773 -0.044 0.005 0.024
Si 3.174 -13.338 18.254 -0.019 0.006 -0.05
Si 7.924 -2.856 18.033 0.002 0.026 -0.027
Si 0.931 -11.028 18.236 -0.009 0.001 -0.048
Si 8.944 -13.742 15.531 -0.025 -0.013 0.016
Si -4.781 3.758 13.843 0.015 -0.029 0.078
Si 4.009 -6.61 17.742 -0.017 0.015 -0.005
Si 10.057 -0.934 16.833 0.014 0.001 0.016
Si 7.502 -11.454 16.86 -0.022 -0.011 0.034
Si 5.933 2.664 11.563 0 -0.012 0.084
Si 14.049 -7.045 16.422 -0.003 0.023 0.026
Si -2.981 -6.196 11.721 -0.018 0.01 0.032
Si 13.07 -3.65 18.723 0.019 -0.012 -0.046
Si 10.976 -7.777 16.885 0.023 -0.031 0.028
Si 5.363 -3.025 16.269 -0.007 0.024 -0.007
Si 3.435 2.872 13.155 -0.014 -0.049 0.093
Si -1.996 3.3 14.383 0.013 -0.003 0.047
Si 6.997 -7.681 13.555 -0.019 0.008 0.059
Si 2.713 -9.162 16.444 -0.016 -0.004 -0.005
Si 10.745 -15.594 19.744 0.031 0.025 -0.057
Si 13.993 -6.638 19.39 0.019 0.001 -0.024
Si 6.743 5.58 11.542 -0.002 0.011 0.011
Si -0.967 -13.095 17.139 -0.005 0.001 -0.003
Si 1.255 -0.405 11.003 0.139 0.002 -0.001
Si 9.141 -9.463 15.082 0.008 -0.002 0.052
O 2.178 -7.03 21.207 0.03 -0.004 0.029
O 1.264 -2.193 22.464 -0.017 -0.023 -0.021
O 3.356 -3.041 21.159 -0.058 0.001 0.031
O 1.812 -14.562 21.239 0.02 -0.004 0.031
O 5.608 -10.968 20.575 0.002 0.004 0.052
O 0.854 -9.858 22.35 0.006 -0.004 0.044
O 6.849 -6.245 23.223 -0.035 0.03 -0.022
O 4.696 -6.786 21.929 0.003 0.016 0.012
O 4.023 -13.614 22.44 -0.063 -0.032 -0.101
O 6.495 -13.759 23.416 -0.012 0.013 -0.032
O 4.274 -9.911 22.692 0.022 -0.018 -0.027
O 6.746 -9.982 23.516 0.047 -0.027 -0.035
O 10.575 -6.609 20.366 -0.011 -0.006 0.021
O 10.376 -1.409 20.688 -0.007 0.003 0.048
O 8.084 -2.241 22.285 0.008 0.01 0.051
O 8.848 -13.977 22.396 0.021 0.02 -0.015
O 12.188 -14.991 20.17 -0.009 -0.004 0.031
O 10.538 -11.731 21.395 -0.023 0.014 0.044
O 12.147 -5.911 22.42 -0.01 0.008 0.026
O 11.82 -2.329 22.594 0.017 0.011 0.035
O 14.285 -2.223 23.394 0.015 0.008 0.047
O 12.237 -13.348 22.706 -0.01 0.021 0.065
O 12.742 -10.663 22.431 -0.002 -0.029 0.093
O 4.5 -5.073 23.924 0.017 0.051 0.031
O 1.357 1.121 10.414 0.031 -0.082 -0.031
O 5.421 -2.188 8.098 0 0.072 0.016
O 7.844 -1.754 8.928 -0.062 -0.003 -0.036
O 8.159 -8.362 14.442 -0.008 0.007 -0.032
O -3.35 4.215 14.48 -0.014 0.006 -0.034
O 8.695 -4.29 17.877 -0.005 0.001 0.027
O 6.196 -11.494 15.9 0.025 0.008 -0.017
O 1.496 -9.961 17.161 0.006 -0.003 0.021
O 0.714 -10.246 19.661 -0.004 -0.002 0.016
O 5.839 -2.326 20.832 0.03 0.006 0.032
O 4.045 -8.792 20.326 0.014 0.015 0.029
O 8.06 -2.436 19.588 0.001 -0.015 -0.011
O 3.829 -13.726 19.708 0.007 0.003 0.032
O 10.169 -6.381 17.038 -0.014 0.012 0.003
O 10.796 -8.466 18.345 -0.005 0.018 0.02
O -5.393 2.549 14.725 0.007 0.022 -0.043
O -2.163 2.215 13.15 0.001 0.009 -0.029
O 12.438 -2.826 19.976 0.005 0.001 0.037
O -2.867 -3.586 14.751 -0.009 0.003 -0.018
O -0.782 -14.427 20.718 0.036 0.03 0.044
O 12.912 -12.406 20.377 -0.018 0.012 0.047
O -0.253 -1.032 10.832 0.044 0.004 -0.031
O -2.737 -2.152 10.488 0.041 0.002 -0.002
O -0.695 4.251 14.084 -0.006 -0.003 -0.039
O -2.138 -5.808 10.357 -0.004 -0.002 -0.012
O 2.15 3.508 9.807 -0.023 -0.04 -0.048
O -1.125 -2.104 8.503 0.015 0.011 -0.064
O -4.389 5.547 11.068 0.016 0.021 -0.05
O 4.587 -2.441 12.972 0.01 -0.008 -0.05
O 2.196 -9.457 10.429 -0.004 -0.019 -0.016
O 13.97 -5.594 15.691 -0.008 -0.013 -0.011
O -3.01 -7.812 11.846 0.003 -0.023 -0.033
O 5.911 0.084 9.45 0.004 -0.014 -0.054
O 5.949 -9.566 10.167 0.025 0.054 -0.096
O 6.259 -8.822 12.673 0.002 -0.001 -0.021
O 6.256 -6.089 10.264 0.041 -0.013 -0.037
O 13.295 -5.171 19.26 -0.014 0.01 0.023
O 9.519 3.723 9.749 0.007 0.121 -0.001
O -1.933 5.341 12.05 -0.019 0.002 -0.022
O 11.064 -1.773 15.866 -0.011 0.004 -0.008
O 2.878 -11.077 20.918 0.01 -0.004 0.029
O 8.5 -4.692 10.991 -0.078 -0.067 -0.01
O 6.479 -0.579 13.155 0.004 0.008 -0.037
O -5.225 -1.379 10.744 -0.001 0.05 -0.024
O -0.46 -8.002 15.531 0.005 -0.004 -0.022
O 2.231 -6.091 10.379 0.001 0.005 -0.055
O 3.787 -3.021 16.708 0.012 0.003 0.003
O 0.421 4.412 11.631 -0.018 -0.002 -0.035
O 5.53 -6.455 17.136 0.013 0 0.001
O 4.263 -12.622 17.27 -0.004 -0.001 0.022
O 4.541 2.127 12.214 -0.005 -0.002 -0.038
O 2.119 -4.216 14.942 0.005 -0.003 -0.017
O 5.8 2.717 9.947 0.001 0.002 -0.049
O 5.64 -4.408 15.437 0.019 -0.024 -0.017
O 1.71 -4.361 12.323 0.006 0.003 -0.05
O 5.936 -6.929 14.55 0.025 0.005 -0.027
O 0.979 -6.418 13.877 -0.006 -0.015 -0.03
O 10.478 -4.12 21.231 0.011 0.039 0.028
O 8.44 -10.241 16.326 -0.001 -0.002 -0.019
O 7.735 1.27 14.538 0.011 0.014 -0.009
O 1.941 -12.293 18.462 0.015 -0.006 0.024
O 10.425 -8.698 15.689 -0.011 -0.007 -0.026
O 8.314 -12.865 16.749 -0.007 0.005 0.001
O 3.938 -4.036 10.935 0.044 -0.024 -0.036
O 9.643 4.998 13.897 -0.007 0.008 -0.019
O -4.745 -3.812 9.869 -0.051 -0.078 -0.093
O 9.571 -14.468 19.898 -0.004 -0.001 0.042
O 5.615 -1.722 15.334 0.009 -0.032 0.023
O 3.016 -5.543 17.033 0.022 -0.012 0.022
O 9.704 -15.02 16.119 0.006 -0.001 -0.013
O 12.541 -7.603 16.532 -0.005 -0.003 -0.019
O 8.372 5.572 11.325 0.002 0.011 -0.059
O -0.327 -6.651 20.53 0.005 0.007 0.031
O 0.296 -14.002 16.707 -0.003 0.003 0.004
O 0.667 -1.026 17.53 0.005 0 0.016
O 2.668 -14.72 17.537 -0.002 -0.002 0.013
O 1.642 -15.664 15.21 -0.008 0.001 0.006
O -0.798 -6.965 17.932 -0.004 -0.005 -0.003
O 9.539 1.09 10.123 -0.007 -0.017 0.033
O 10.752 -9.211 20.771 -0.005 0.001 0.043
O 1.171 -4.555 21.149 0 0.03 0.023
O 9.485 -6.092 22.728 0.056 0.004 -0.027
O -0.475 -11.63 17.673 0.005 0.002 0.021
O 7.153 1.687 11.969 0.012 0.016 -0.04
O -0.338 -4.068 13.923 -0.015 0.001 -0.025
O 6.213 -4.373 12.258 0.037 -0.057 -0.04
O 4.032 -0.469 21.195 -0.007 0.018 0.032
O 2.919 4.195 12.341 0 0.015 -0.055
O 13.604 -12.929 15.802 0 -0.006 -0.004
O 6.359 -2.95 17.562 0.013 0.003 0.024
O 4.084 3.212 14.587 0.011 0.028 0.01
O 12.08 -3.691 17.422 -0.011 0.001 0.008
O 8.666 -1.745 17.099 -0.01 -0.018 0.018
O 2.356 -1.225 10.106 -0.179 0.052 -0.021
O 10.853 -0.624 18.208 0.001 -0.004 0.017
O -1.02 -2.898 18.322 0.004 -0.001 0.02
O 4.045 -6.376 19.359 0.013 0.011 0.014
O -4.488 3.175 12.334 -0.004 0.013 -0.012
O 1.157 -2.313 19.783 0.013 -0.012 0.052
O 8.31 -10.488 20.563 0.006 -0.003 0.047
O 0.262 -8.89 13.168 0 -0.008 -0.036
O 1.312 -3.601 17.42 -0.009 0.01 0.024
O -2.523 2.534 10.49 -0.019 0 0.017
O -3.917 0.664 11.833 0.01 0.018 -0.015
O 13.643 -13.849 18.293 0.003 0.008 0.019
O 12.883 -7.764 19.815 -0.019 -0.006 0.032
O -2.304 -5.602 13.072 0.007 0.002 -0.019
O 3.922 -10.185 16.125 0.008 -0.005 0.003
O -2.15 0.163 9.396 0.007 0.043 -0.057
O 0.52 -12.236 21.341 0.008 -0.027 0.029
O 7.357 -15.594 20.812 -0.001 -0.005 0.029
O 3.354 -8.059 17.44 0.008 0.006 0.011
O 9.379 -9.812 22.872 0.004 -0.026 -0.03
O 3.949 -0.123 13.979 -0.013 -0.007 -0.027
O 2.121 -8.491 15.076 0.001 -0.006 -0.019
O 10.146 -4.229 15.627 -0.01 -0.013 -0.016
O 1.645 -0.551 12.576 -0.041 0.03 -0.143
O 7.375 -12.983 20.365 0.003 0.003 0.042
O 7.874 -5.758 15.878 0.008 -0.003 -0.014
O 1.683 -3.683 9.644 0.017 -0.011 -0.006
O 9.041 0.021 12.563 0.007 0.016 -0.026
O -4.537 -5.688 11.66 0.028 -0.043 -0.019
O 7.047 -11.204 18.392 0.015 -0.002 -0.014
O 6.257 4.146 12.125 -0.006 0.013 -0.025
O 7.648 -6.599 12.527 -0.019 0.035 -0.046
O 2.222 1.824 13.475 0.013 0.02 -0.043
O 5.919 -2.252 10.697 -0.003 -0.011 -0.033

Results
free energy: -279139.869 eV
free energy less fixed offsets of O -568.88, Si -635.61 eV per atom: -13.549 eV

The program warned: the cutoff lies below the one the program advises for these potential files; the exchange-correlation potential is rough where the density is thin.
